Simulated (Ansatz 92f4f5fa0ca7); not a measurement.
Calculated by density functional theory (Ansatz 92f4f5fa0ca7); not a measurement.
Periodic cell of 215 atoms, Si132O82B1, from a study of silicon, its oxide and their interface. The atomic structure is a simulated model.
Doubt: the cutoff is far below the 930 eV that the study's wrapper takes by default for these files, so forces and energies are approximate.
This geometry differs little from another in the collection (a relaxation step or a small displacement).

Settings
functional: PBE
potential files: Ansatz PAW
basis: plane waves
wave-function cutoff: 580 eV
density cutoff ratio: 5
exchange-correlation grid ratio: 1
k mesh: 1 x 1 x 1, Gamma-centred
self-consistency stop: 5e-08 eV per atom in the density residual
occupations: fixed
spin: none
net charge: -1 e, with a uniform compensating background and no finite-size correction

Cell vectors (angstrom)
a  10.938  0  0
b  0  10.938  0
c  0  0  31.5432

Atoms: element, x, y, z (angstrom)
Si  10.4347  0.5732  24.3612
Si  6.0418  10.4968  24.1719
Si  2.1304  3.2463  24.1025
Si  8.7046  2.256  24.3297
Si  0.5014  5.0493  24.1866
Si  5.0513  5.8905  24.2125
Si  3.3981  7.6476  24.1823
Si  7.8289  8.8242  24.0156
Si  1.3429  1.4781  25.476
Si  6.919  1.2979  25.5182
Si  4.026  4.0991  25.3463
Si  9.6696  4.0927  25.448
Si  1.4982  6.813  25.3887
Si  6.8975  6.9414  25.2613
Si  4.2333  9.5258  25.3757
Si  9.5277  9.64  25.4561
Si  2.7785  0.0065  26.6719
Si  8.2236  -0.0288  26.9679
Si  0.0204  2.7655  26.9463
Si  5.4488  2.7329  26.6874
Si  2.7602  5.4375  26.8619
Si  8.2266  5.522  26.6547
Si  0.0418  8.211  26.6734
Si  5.5611  8.1896  26.8266
Si  4.1102  1.3698  28.1024
Si  9.5941  1.3672  28.267
Si  1.3965  4.1205  28.2656
Si  6.8336  4.1334  28.0481
Si  4.1597  6.8161  28.1763
Si  9.5982  6.8532  28.0783
Si  1.3895  9.5894  28.0757
Si  6.8551  9.5341  28.2724
Si  0.0443  -0.0246  29.5647
Si  5.4455  0.0093  29.5208
Si  2.7726  2.7143  29.5629
Si  8.1679  2.769  29.4992
Si  -0.0134  5.5087  29.5223
Si  5.5081  5.4406  29.5422
Si  2.7514  8.217  29.4739
Si  8.2633  8.1634  29.5689
Si  1.3993  1.3514  30.9342
Si  6.8146  1.3792  30.8691
Si  4.1296  4.087  30.9432
Si  9.5505  4.1216  30.8589
Si  1.3755  6.8652  30.8606
Si  6.8654  6.8084  30.9252
Si  4.089  9.577  30.8796
Si  9.6055  9.5498  30.953
Si  2.7495  -0.0303  0.7609
Si  8.1537  -0.0022  0.7124
Si  -0.0287  2.7517  0.6855
Si  5.4736  2.6804  0.7657
Si  2.7219  5.5085  0.714
Si  8.221  5.432  0.7493
Si  0.0642  8.1858  0.7684
Si  5.4657  8.2138  0.7046
Si  4.1348  1.2822  2.1522
Si  9.5263  1.3797  2.0411
Si  1.3239  4.1347  2.0586
Si  6.8518  4.0495  2.1007
Si  4.0566  6.9159  2.0943
Si  9.6077  6.8014  2.0893
Si  1.435  9.53  2.1627
Si  6.7715  9.5914  2.1296
Si  -0.0395  -0.0067  3.3459
Si  5.3208  -0.1693  3.6786
Si  2.688  2.7105  3.3414
Si  8.1754  2.6644  3.5186
Si  0.0045  5.4774  3.5398
Si  5.4471  5.4837  3.3234
Si  2.8934  8.3393  3.6732
Si  8.2114  8.1852  3.3754
Si  1.338  1.3151  4.6929
Si  6.8028  1.2635  4.9198
Si  4.058  4.1172  4.6333
Si  9.5346  4.0581  4.8963
Si  1.3973  6.9039  4.9005
Si  6.7844  6.8488  4.6906
B  4.1035  9.5591  4.8999
Si  9.5682  9.5682  4.7365
Si  2.7819  -0.1056  5.9702
Si  8.2256  -0.135  6.2664
Si  -0.0077  2.6273  6.1785
Si  5.3818  2.7777  6.0676
Si  2.75  5.4219  6.1385
Si  8.0788  5.4601  6.1469
Si  -0.0067  8.302  6.2273
Si  5.4  8.2915  6.0091
Si  3.479  1.8626  7.099
Si  10.0566  0.8065  7.4409
Si  1.7946  3.6123  7.3133
Si  6.1946  4.5733  7.3459
Si  4.6389  6.3816  7.183
Si  9.1177  7.2208  7.2846
Si  0.9743  10.1641  7.4426
Si  7.3114  8.8868  7.4064
O  4.5846  6.6582  8.8262
O  1.427  3.9435  8.9168
O  9.6898  6.5671  8.7126
O  1.3338  10.1135  9.1033
O  6.0822  4.2662  8.9983
O  3.6841  1.5733  8.7119
O  7.0832  8.9537  9.0812
O  9.6769  1.0743  9.0492
O  8.2474  2.5445  22.7635
O  10.9952  5.5388  22.657
O  5.616  0.0785  22.6545
O  5.284  5.3907  22.6412
O  2.1548  2.809  22.4878
O  3.3308  7.8614  22.5249
O  8.3802  8.7388  22.4287
O  -0.1588  11.2301  22.7707
Si  2.1435  2.9736  12.8613
Si  8.6774  1.3015  10.3055
Si  1.0572  4.4935  15.3364
Si  7.5471  5.569  12.1809
Si  2.4173  8.1779  21.2237
Si  5.4215  7.7814  12.4277
Si  9.2687  0.4569  15.4732
Si  2.9182  -0.0501  16.6502
Si  10.4478  1.1661  12.574
Si  7.7649  2.826  21.253
Si  9.1398  8.7836  14.4266
Si  1.4894  4.776  10.3091
Si  4.4798  9.4799  19.1408
Si  11.0751  6.0919  21.1313
Si  6.6193  10.4433  14.823
Si  5.3869  0.7247  21.1903
Si  2.3494  9.827  10.3511
Si  0.4299  10.6363  21.4014
Si  5.8462  5.2514  21.1363
Si  3.6604  7.0923  10.0616
Si  9.0368  5.6865  14.8301
Si  3.6561  4.084  19.0873
Si  10.0279  3.6584  19.326
Si  4.2619  8.6595  15.3271
Si  0.4517  1.9123  17.155
Si  6.794  7.5307  19.2619
Si  5.2558  3.6183  16.7316
Si  7.7821  5.0112  17.5282
Si  6.6524  9.9136  10.3203
Si  4.3655  1.064  10.0613
Si  -0.033  9.0929  11.8699
Si  9.1025  8.6294  20.9595
Si  4.547  1.6639  14.5638
Si  2.4473  2.0893  21.0579
Si  6.3292  3.3526  10.3185
Si  3.429  5.9132  16.7159
Si  9.8792  6.5427  10.3122
O  0.1138  2.6182  18.587
O  2.932  9.6275  15.5677
O  10.8578  4.8047  20.1477
O  7.5679  2.3995  9.8823
O  10.9399  5.353  10.7392
O  6.5955  6.7261  12.8453
O  10.3272  8.0636  10.7521
O  7.6722  9.4584  13.9744
O  8.4358  6.2112  10.9862
O  5.3476  10.486  20.0758
O  2.1664  3.756  11.4207
O  7.9786  8.5402  19.7702
O  6.2062  6.7298  20.5606
O  5.503  2.7117  15.3994
O  1.3061  0.9296  20.7125
O  6.0634  9.0482  11.5939
O  4.6175  4.9838  16.1021
O  6.5953  3.8982  17.6242
O  10.5025  10.6665  11.808
O  5.5787  0.4972  13.9788
O  8.0187  5.109  15.9366
O  9.7436  9.8198  15.5487
O  -0.4048  5.1462  15.1276
O  1.5727  6.8298  20.8159
O  1.5049  0.6333  17.1718
O  6.6004  1.7587  20.8262
O  0.996  1.8009  12.8028
O  3.2398  5.4939  18.3112
O  9.5015  2.0073  11.5499
O  1.0118  3.1006  16.1875
O  8.5661  5.1243  13.38
O  10.2848  8.5692  13.2835
O  1.4463  9.3992  21.6827
O  10.0768  9.9352  20.6251
O  3.1742  0.2334  10.8615
O  5.0587  2.3865  10.7685
O  1.7285  4.142  13.9096
O  7.92  10.8515  10.7861
O  9.1294  4.4616  18.2333
O  5.6417  9.4866  15.7456
O  5.5215  -0.0216  9.7326
O  3.5793  2.3059  13.3873
O  1.9751  5.6412  16.0367
O  9.7059  1.0711  14.024
O  4.4125  6.925  11.4905
O  4.7516  4.4968  20.2087
O  9.9546  1.3311  16.6398
O  6.6843  4.3027  11.613
O  5.5851  8.4028  18.5869
O  9.0705  2.7351  20.2761
O  3.6079  1.1263  15.7778
O  4.2163  3.0769  17.8989
O  9.921  7.2173  20.9041
O  3.3682  8.6763  9.825
O  3.9353  7.4192  16.3476
O  7.6341  0.4744  15.6837
O  8.9279  7.3018  15.0243
O  3.9342  1.4443  21.1544
O  1.5894  9.1651  11.6645
O  2.3474  6.147  10.1259
O  7.3446  6.452  18.1624
O  7.2085  4.3559  21.1276
O  4.5512  8.2323  13.763
O  3.3322  8.6548  19.9649
O  2.4945  3.2379  19.8743
O  3.7386  10.3514  17.9669

Results
free energy: -130699.920 eV
free energy less fixed offsets of B -154.04, O -568.88, Si -635.61 eV per atom: 2.800 eV

Forces (eV/angstrom), in the order of the atoms: element, x, y, z
Si  0.0011  -0.0005  -0.0008
Si  -0.0003  0.0013  -0.0005
Si  0.0004  -0.001  -0.001
Si  -0.0014  0.0006  -0.0007
Si  -0.0009  0.0007  -0.0004
Si  0.0006  -0.0007  -0.0009
Si  -0.0007  0.0006  -0.0008
Si  0.0003  -0.0007  -0.0011
Si  0.0004  -0.0006  -0.001
Si  -0.0008  0.0004  -0.0015
Si  -0.0002  -0.0001  -0.0005
Si  0.0002  0.0003  -0.0011
Si  -0.0003  0.0001  -0.0008
Si  0.0003  0  -0.0002
Si  0  -0.0001  -0.0003
Si  0.0003  -0.0006  -0.0012
Si  -0.0002  0  0
Si  -0.0003  -0.0002  0.0059
Si  -0.0001  0.0001  0.0052
Si  0.0005  0  -0.0001
Si  0.0009  0.0005  0.0038
Si  -0.0004  -0.0002  0.0001
Si  0.0001  0  0
Si  -0.0005  -0.0005  0.0029
Si  -0.0001  -0.0001  -0.0002
Si  0.0002  0.0003  -0.0039
Si  -0.0011  -0.0003  -0.0031
Si  -0.0002  0.0006  -0.0003
Si  0.0004  -0.0004  -0.0035
Si  -0.0001  0  -0.0004
Si  0.0003  0.0003  -0.0002
Si  0.0015  0.001  -0.0033
Si  -0.0006  0.0003  0.0008
Si  0.0005  -0.0004  0.0009
Si  -0.0002  0.0006  0.001
Si  0.0007  -0.0009  0.0009
Si  0.0011  -0.0007  0.0008
Si  -0.0006  0.0005  0.0006
Si  0.0002  -0.0005  0.0009
Si  -0.0007  0.0009  0.0008
Si  0.0006  -0.0006  -0.0005
Si  -0.0006  0.0007  -0.0001
Si  0.001  -0.0006  -0.0004
Si  -0.0009  0.0006  -0.0003
Si  -0.0008  0.0007  -0.0001
Si  0.0006  -0.0008  -0.0004
Si  -0.0007  0.0006  -0.0003
Si  0.0007  -0.0006  -0.0004
Si  0.0005  -0.0002  0.0012
Si  -0.0005  0  0.0002
Si  -0.0001  0.0004  -0.0001
Si  -0.0004  -0.0006  0.0009
Si  -0.0003  0.0006  0.0001
Si  0.0003  -0.0001  0.0006
Si  0.0007  -0.0001  0.0008
Si  -0.0002  0.0004  0.0003
Si  0.0002  0.0006  -0.0019
Si  0  -0.0002  -0.0005
Si  0.0003  0.0001  -0.0008
Si  -0.0002  0  -0.0021
Si  0.0009  -0.0008  -0.0007
Si  0  0.0004  -0.001
Si  -0.001  0  -0.0022
Si  0.0001  0.0001  -0.0008
Si  0.0025  -0.0002  0.0027
Si  -0.0014  0.0004  0.0001
Si  0.0018  -0.0006  0.0044
Si  -0.0004  0  0.0018
Si  -0.0005  0.001  0.0016
Si  -0.0009  0.0004  0.0032
Si  -0.0005  0.0016  0.0009
Si  -0.0001  -0.0014  0.0026
Si  -0.0021  0.0021  -0.0029
Si  0.0003  0.0005  0.0006
Si  -0.0016  -0.0005  -0.0041
Si  0.0004  -0.0001  -0.0001
Si  0.0001  -0.0008  0.0002
Si  0.0008  -0.0002  -0.0025
B  0.0034  -0.0039  0.001
Si  -0.0014  -0.0002  -0.0013
Si  -0.0005  -0.0024  -0.0003
Si  -0.0002  0.0003  0.0001
Si  0.0004  -0.001  0.0001
Si  0.004  -0.0008  -0.0009
Si  -0.0017  -0.0002  0.0004
Si  0.0007  0.0003  -0.001
Si  0.0016  -0.0002  -0.001
Si  -0.0022  0.0022  -0.0003
Si  -0.003  0.0021  0.0044
Si  -0.0005  0.0009  0.001
Si  0.0007  -0.0005  0.0007
Si  -0.0015  -0.0004  0.0021
Si  0.001  0.0016  0.0017
Si  -0.0004  -0.0006  0.0022
Si  0.0007  0.001  0.003
Si  -0.0007  0.0001  0.0013
O  0.0005  -0.0007  -0.0017
O  0.0002  -0.0005  -0.0016
O  -0.0003  0.0007  -0.0021
O  -0.0008  0.0002  -0.0025
O  0.0001  0.0007  -0.0021
O  0.0008  -0.0003  -0.0018
O  0.0004  -0.0003  -0.0014
O  0.0005  -0.0005  -0.0013
O  0.0006  -0.0003  0.0013
O  0.0003  -0.0005  0.0012
O  0.0003  -0.0007  0.0011
O  -0.0005  0.0003  0.0015
O  -0.0003  0.0007  0.0016
O  0.0006  -0.0004  0.0015
O  -0.0006  0.0003  0.0017
O  -0.0006  0.0005  0.0015
Si  0.0001  -0.0003  0.0009
Si  -0.0005  0.0004  0.0013
Si  0  0.0001  0.0004
Si  0.0001  0.0003  0.0008
Si  -0.0003  0.0002  -0.0008
Si  -0.0001  -0.0001  0.0007
Si  -0.0002  0  0.0004
Si  -0.0002  0.0001  0
Si  0.0005  -0.0002  0.0009
Si  0  0.0003  -0.0008
Si  -0.0004  0  0.0005
Si  0.0003  0.0001  0.0013
Si  0  0.0001  -0.0002
Si  0  0  -0.0008
Si  0  0.0001  0.0002
Si  -0.0003  0.0001  -0.0007
Si  0.0006  -0.0006  0.0014
Si  0.0003  -0.0002  -0.0006
Si  0.0002  0  -0.0011
Si  -0.0005  0  0.0012
Si  0.0002  0.0001  0.0006
Si  0  0.0002  -0.0003
Si  0  -0.0001  -0.0002
Si  -0.0001  0.0002  0.0006
Si  0.0001  -0.0001  0.0001
Si  -0.0001  -0.0001  -0.0002
Si  0  0.0001  0.0002
Si  -0.0002  -0.0002  0.0002
Si  -0.0004  0.0005  0.0013
Si  0.0006  -0.0001  0.0004
Si  -0.0003  0.0008  0.0008
Si  0.0002  -0.0001  -0.0008
Si  0.0001  -0.0001  0.0005
Si  0.0003  -0.0001  -0.0009
Si  0.0006  -0.0006  0.0015
Si  0  -0.0001  0.0001
Si  0  -0.0001  0.0019
O  -0.0002  0.0002  0.0001
O  0.0001  -0.0001  0
O  0.0001  0.0004  0.0003
O  -0.0001  0  0.0001
O  -0.0001  0.0002  -0.0002
O  0.0001  0  -0.0002
O  0  -0.0003  -0.0003
O  0  -0.0001  0
O  0.0005  0.0001  -0.0005
O  0.0001  0.0004  0.0004
O  -0.0002  0.0006  -0.0006
O  0.0003  0.0001  0.0003
O  -0.0002  -0.0003  0.0003
O  0  -0.0001  0
O  -0.0001  -0.0001  0.0002
O  0.0003  0.0005  -0.0008
O  -0.0001  0.0001  0.0001
O  0  0  -0.0001
O  0.0003  -0.0006  0.0002
O  0  0  0.0001
O  0  0.0001  0
O  0  -0.0001  -0.0002
O  0  0  0
O  0  0.0001  0.0002
O  -0.0001  0  0
O  0  0  0.0002
O  -0.0004  -0.0002  0
O  0.0001  -0.0001  0.0001
O  -0.0006  -0.0002  -0.0008
O  0  0.0001  -0.0001
O  -0.0004  0.0001  -0.0006
O  0.0004  0.0001  -0.0006
O  -0.0001  0.0001  0.0001
O  0.0001  0  0.0002
O  0.0004  0.0003  -0.0006
O  -0.0002  -0.0006  -0.0011
O  0  -0.0002  -0.0001
O  -0.0003  0.0001  -0.0005
O  0.0002  -0.0001  0.0001
O  -0.0001  -0.0001  -0.0001
O  -0.0009  0.0008  0.0003
O  -0.0004  0.0002  -0.0002
O  -0.0001  -0.0002  -0.0001
O  0.0003  0.0002  -0.0007
O  -0.0002  0.0001  -0.0005
O  0.0004  0.0002  0.0004
O  0  0  -0.0002
O  -0.0003  -0.0006  -0.0007
O  0  0  0.0001
O  -0.0004  -0.0001  0.0003
O  0.0001  0.0001  -0.0001
O  -0.0001  0  0.0002
O  0  0  0.0001
O  -0.0002  0.0002  0.0002
O  0  0.0001  -0.0001
O  0.0001  0  0
O  0.0001  0.0002  -0.0002
O  0.0001  0  0.0001
O  -0.0004  0.0004  -0.0005
O  0.0002  0  0
O  -0.0001  0.0003  0.0002
O  -0.0001  -0.0003  0.0002
O  0.0002  -0.0002  -0.0006
O  -0.0004  -0.0002  0.0004
O  -0.0002  -0.0004  0.0004
O  0.0002  -0.0002  0.0003

The program warned: the cutoff lies below the one the program advises for these potential files; the forces do not sum to zero within the program's tolerance; the exchange-correlation potential is rough where the density is thin.
